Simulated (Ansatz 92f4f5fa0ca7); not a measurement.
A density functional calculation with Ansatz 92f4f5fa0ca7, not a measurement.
Periodic cell of 212 atoms, Si132O80, from a study of silicon, its oxide and their interface. The atomic structure is a simulated model.

Settings
functional: PBE
potential files: Ansatz PAW
basis: plane waves
wave-function cutoff: 700 eV
density cutoff ratio: 5
exchange-correlation grid ratio: 1
k mesh: 2 x 2 x 1, shifted by 0.5 0.5 0.5 of a step
self-consistency stop: 5e-08 eV per atom in the density residual
occupations: fixed
spin: none
net charge: 0

Cell vectors (angstrom)
a  10.938  0  0
b  0  10.938  0
c  0  0  31.7421

Atoms and the computed forces on them: element, x, y, z (angstrom), force x, y, z (eV/angstrom)
Si  -0.3881  0.3562  24.3498  -0.0309  0.0401  -0.0411
Si  6.1787  -0.5567  24.3298  0.0791  -0.0379  -0.0356
Si  2.1357  3.3136  24.405  -0.047  0.0624  -0.0574
Si  8.6194  2.0944  24.3131  0.0123  -0.0843  -0.041
Si  0.4835  5.0919  24.2533  0.0496  -0.0308  -0.0353
Si  4.7508  6.113  24.3192  -0.0843  0.0684  -0.049
Si  3.0402  7.9309  24.4699  0.0425  -0.0548  -0.0387
Si  7.767  8.5374  24.3102  -0.0349  0.0485  -0.0507
Si  1.2824  1.4577  25.6221  0.0018  0.0094  0.0058
Si  6.9289  1.2443  25.7113  -0.0224  -0.027  -0.0247
Si  4.0324  4.1775  25.5335  -0.0084  0.0199  0.0277
Si  9.5599  4.0589  25.3938  0.0301  -0.0207  0.024
Si  1.3709  6.7947  25.6594  -0.0062  -0.0052  -0.0326
Si  6.7045  6.8429  25.5356  -0.0065  -0.01  0.0134
Si  4.2127  9.6371  25.5521  0.0341  -0.0193  0.0282
Si  9.525  9.5435  25.5699  -0.017  0.0213  -0.0148
Si  2.7386  0.0402  26.8959  0.0131  0.001  0.0406
Si  8.2595  -0.075  27.0619  0.0069  0.0063  -0.0377
Si  -0.0717  2.7956  26.9798  -0.0075  -0.0014  -0.0421
Si  5.4626  2.7441  26.8874  -0.0203  0.0197  0.0421
Si  2.7388  5.4601  27.0282  -0.0003  -0.0007  -0.0353
Si  8.1752  5.4489  26.8359  0.0048  -0.015  0.0551
Si  -0.0163  8.2014  26.9318  -0.0005  -0.002  0.101
Si  5.4623  8.2293  26.9942  -0.0083  -0.0083  -0.0396
Si  4.1018  1.3673  28.3238  -0.0261  0.1831  -0.373
Si  9.5708  1.3673  28.3238  0.0831  0.1385  0.4776
Si  1.3673  4.1018  28.3238  -0.2475  -0.0149  0.3876
Si  6.8362  4.1018  28.3238  0.0442  -0.0316  -0.5655
Si  4.1018  6.8362  28.3238  0.0349  0.1755  0.386
Si  9.5708  6.8362  28.3238  -0.2731  -0.1931  -0.5378
Si  1.3673  9.5708  28.3238  0.1237  0.0805  -0.4779
Si  6.8362  9.5708  28.3238  -0.0198  -0.2997  0.7123
Si  0  0  29.6911  0.0783  0.1666  -0.001
Si  5.469  0  29.6911  0.0828  -0.0296  -0.0292
Si  2.7345  2.7345  29.6911  -0.0697  -0.0273  -0.0134
Si  8.2035  2.7345  29.6911  -0.0208  -0.1229  -0.008
Si  0  5.469  29.6911  0.0463  -0.0691  -0.0095
Si  5.469  5.469  29.6911  0.0074  0.0841  -0.022
Si  2.7345  8.2035  29.6911  0.0506  -0.0371  0.0021
Si  8.2035  8.2035  29.6911  -0.1692  -0.0533  0.0264
Si  1.3673  1.3673  31.0583  0.0606  -0.0852  0.0232
Si  6.8362  1.3673  31.0583  -0.041  0.075  -0.0071
Si  4.1018  4.1018  31.0583  0.0078  -0.0158  -0.0072
Si  9.5708  4.1018  31.0583  -0.0516  0.0532  -0.0161
Si  1.3673  6.8362  31.0583  -0.075  0.0555  -0.0029
Si  6.8362  6.8362  31.0583  0.0988  -0.0294  0.0264
Si  4.1018  9.5708  31.0583  -0.0548  0.0695  -0.0112
Si  9.5708  9.5708  31.0583  0.0287  -0.0639  -0.0138
Si  2.7345  0  0.6835  0.029  -0.0397  0.0034
Si  8.2035  0  0.6835  -0.0357  0.0399  -0.0139
Si  0  2.7345  0.6835  -0.0233  0.0326  -0.0048
Si  5.469  2.7345  0.6835  0.0402  -0.0652  0.0165
Si  2.7345  5.469  0.6835  -0.0339  0.0499  -0.0064
Si  8.2035  5.469  0.6835  0.0426  -0.076  0.0018
Si  0  8.2035  0.6835  0.0525  -0.0224  0.0196
Si  5.469  8.2035  0.6835  -0.0255  0.0007  -0.0042
Si  4.1018  1.3673  2.0507  -0.0197  0.0241  -0.0264
Si  9.5708  1.3673  2.0507  -0.0388  -0.0898  0.0597
Si  1.3673  4.1018  2.0507  0.0271  -0.0187  0.0516
Si  6.8362  4.1018  2.0507  -0.0081  0.0567  -0.034
Si  4.1018  6.8362  2.0507  0.0205  -0.0265  0.0514
Si  9.5708  6.8362  2.0507  -0.084  0.0037  -0.057
Si  1.3673  9.5708  2.0507  0.0341  0.1315  -0.0486
Si  6.8362  9.5708  2.0507  0.0831  -0.0068  0.0551
Si  0  0  3.418  0.3528  -0.1339  -0.5662
Si  5.469  0  3.418  -0.2309  0.1678  0.5758
Si  2.7345  2.7345  3.418  0.2247  -0.0245  -0.2653
Si  8.2035  2.7345  3.418  -0.3118  -0.084  0.3667
Si  0  5.469  3.418  0.0441  0.2084  0.4202
Si  5.469  5.469  3.418  -0.0084  -0.2449  -0.4923
Si  2.7345  8.2035  3.418  0.0803  0.263  0.5652
Si  8.2035  8.2035  3.418  0.096  -0.2008  -0.6388
Si  1.3979  1.3413  4.7387  0.0306  -0.0042  0.047
Si  6.7932  1.3849  4.8678  -0.0379  0.0208  -0.0407
Si  4.1516  4.0701  4.768  -0.0022  -0.0369  0.0413
Si  9.5561  4.0995  4.7956  -0.0089  0.0077  -0.0714
Si  1.3898  6.8561  4.8483  -0.0081  0.0149  -0.0705
Si  6.8154  6.8438  4.7109  0.0196  0.0025  0.0511
Si  4.0894  9.6089  4.8994  0.0008  0.014  -0.0582
Si  9.6447  9.4983  4.6897  0.0075  -0.0254  0.0598
Si  2.6699  0.0797  6.3176  -0.013  0.0009  -0.0049
Si  8.2739  -0.0916  5.9781  0.0151  0.0105  -0.0155
Si  0.0444  2.724  6.0615  0.0135  -0.014  -0.0079
Si  5.3906  2.7528  6.3588  -0.0153  0.0586  -0.0586
Si  2.8347  5.4778  6.1255  0.0003  0.0058  -0.001
Si  8.1465  5.4916  6.1005  -0.0173  -0.0071  0.0053
Si  0.0138  8.2321  6.2392  -0.0071  0.0184  -0.0203
Si  5.5483  8.1864  6.171  0.0157  -0.0022  -0.0271
Si  3.4426  1.9848  7.5785  -0.0718  0.063  0.0175
Si  10.0167  0.8902  7.1591  0.0642  -0.0908  -0.0296
Si  1.7476  3.7812  7.302  0.0392  -0.0397  0.0443
Si  6.3368  4.6705  7.3793  0.0111  -0.0901  0.1371
Si  4.6325  6.394  7.3988  0.0472  -0.0554  0.064
Si  9.2588  7.0685  7.4149  -0.0349  0.0371  0.0524
Si  0.769  10.137  7.499  -0.0495  0.0528  0.0364
Si  7.4927  9.0366  7.2552  0.0534  -0.0658  0.043
O  0.7912  9.9599  9.1787  0.0063  0.0164  0.0254
O  1.1669  4.5617  8.6538  -0.0039  -0.0026  -0.01
O  5.2794  -1.4348  10.6045  0.0139  0.0254  0.0292
O  7.0444  9.8558  8.6304  -0.0103  0.001  0.0167
O  3.5624  1.6604  9.2126  0.0436  0.0116  0.0419
O  4.561  6.6655  9.1074  -0.0134  0.0391  -0.0029
O  6.524  4.9961  9.1949  -0.0221  -0.0681  0.0687
O  9.8569  6.1437  8.7052  0.0285  -0.0106  -0.001
O  2.4363  2.9228  22.8029  0.0266  -0.024  0.0133
O  6.3008  10.8607  22.701  -0.0162  0.0337  0.011
O  7.6781  2.2802  22.9198  0.0084  -0.006  -0.0099
O  0.3562  5.6052  22.6741  -0.0206  0.0062  -0.028
O  2.3187  8.6284  23.1119  -0.0021  0.0313  0.0039
O  8.1713  8.0459  22.7704  0.0002  -0.0128  -0.0202
O  4.8771  5.8042  22.706  0.0194  -0.0107  -0.0113
O  11.3105  10.5823  23.0185  0.0169  -0.0047  0.0089
Si  0.3244  3.6658  14.9317  -0.001  -0.0053  0.0053
Si  6.8761  11.2006  14.0577  0.0028  -0.0034  0.0128
Si  3.9504  2.1026  10.7369  -0.0576  -0.0272  0.0112
Si  3.3888  1.7112  22.2856  0.0105  -0.0083  0.0099
Si  1.879  10.102  22.5649  0.0117  0.0064  0.0069
Si  4.8095  10.2264  11.9952  -0.0041  -0.0222  -0.0076
Si  13.3472  11.2013  19.8675  0.0071  0.0039  0.0175
Si  6.3652  13.4571  17.0182  -0.0053  -0.0005  0.0049
Si  9.6812  3.4247  19.6935  0.0063  0.0062  0.0142
Si  2.7285  17.5678  19.4007  -0.0009  0.0012  0.0022
Si  -1.4768  13.3035  16.9233  0.0005  -0.0041  0.0002
Si  1.5838  8.6222  15.6212  -0.0024  0.0007  0.0052
Si  1.0749  6.2775  12.1632  -0.0042  0.0019  -0.0111
Si  10.4142  11.5842  19.0657  -0.0005  -0.0037  0.0062
Si  9.5368  6.069  13.9775  -0.0072  0.0066  0.0019
Si  5.4282  14.1203  14.3469  -0.0012  0.0063  0.0131
Si  11.0066  5.8651  21.0836  -0.0045  0.0017  0.0148
Si  6.3945  12.4356  22.2431  -0.0105  0.0059  0.0059
Si  -1.0312  2.0241  10.0133  0.0706  0.0287  0.0285
Si  5.346  5.7413  21.1606  -0.0006  -0.0083  0.0104
Si  5.9083  6.3891  9.9964  0.0312  -0.081  -0.0365
Si  6.9955  16.0369  12.4338  -0.0349  0.0577  -0.0117
Si  2.5406  14.5584  12.9413  -0.0043  -0.0009  0.0037
Si  11.533  10.7183  10.6315  0.0161  -0.0008  -0.0269
Si  8.8217  10.9554  11.8352  -0.0003  -0.019  0.012
Si  13.1329  9.0587  12.5725  0.0025  0.0006  -0.0028
Si  6.6948  3.257  20.0064  -0.008  -0.0079  0.0145
Si  8.5649  9.2488  18.8375  -0.0057  -0.0045  0.0129
Si  8.1322  7.4217  21.2601  0.0037  0.0082  0.0171
Si  6.6978  3.4329  10.0692  0.0862  0.0004  -0.2829
Si  6.7945  -1.7068  10.0939  -0.0051  -0.0514  -0.0251
Si  6.2941  10.4649  17.0277  0.0008  -0.0036  0.0104
Si  -0.1643  5.0132  9.4801  -0.0188  0.0209  -0.0265
Si  -0.9504  7.5508  16.6182  -0.0064  0  0.0071
Si  1.4613  5.8658  16.8017  0.0024  -0.0043  0.0048
Si  3.5664  9.3564  17.8121  0.004  0.0031  0.0035
O  8.3854  11.1826  13.4004  -0.0189  -0.0029  -0.0184
O  7.8136  -1.047  11.138  -0.002  0.0351  0.0108
O  10.2556  10.2331  11.5447  -0.0134  0.0312  -0.0057
O  2.4041  5.6273  18.1235  -0.021  0.0249  -0.0089
O  9.59  6.7037  20.9715  0.0057  -0.0094  -0.0024
O  4.9249  2.1104  22.6792  -0.0071  -0.0262  -0.0234
O  9.7302  3.5316  18.0524  -0.0078  -0.0274  0.0058
O  -4.0147  10.4623  15.514  -0.0072  0.0182  -0.0073
O  3.0661  8.0758  18.6999  -0.0038  0.0013  -0.0126
O  0.4611  12.345  10.4165  -0.0396  -0.0338  0.0141
O  6.7894  17.4405  21.0536  0.0006  -0.0153  -0.0064
O  6.1754  1.7499  14.049  -0.0018  -0.0011  -0.0014
O  1.3842  6.6031  20.3842  0.0065  -0.0246  -0.0068
O  3.4907  10.6421  18.8072  -0.0179  -0.0149  -0.0051
O  9.1853  17.8978  15.3093  0.031  -0.0085  -0.0014
O  6.993  -3.3375  9.9008  -0.0334  0.0489  0.0208
O  14.0612  12.4325  20.6856  -0.0181  -0.0287  0.0077
O  13.669  13.8415  11.4857  0.0412  0.0011  0.0162
O  -0.9898  3.6372  9.8201  -0.0001  -0.0061  0.0058
O  5.9848  -0.6608  13.0896  0.011  0.0227  -0.0093
O  10.8374  17.642  13.2244  -0.0063  -0.0107  0.0009
O  4.0953  6.2524  20.2247  -0.0131  0.0065  0.0103
O  -3.0337  13.3583  16.4361  -0.0035  -0.0007  0.0248
O  2.0512  7.0462  15.8068  -0.026  0.0135  0.0209
O  5.8602  5.9785  11.575  0.0307  -0.0134  0.0351
O  4.3038  0.7881  11.6306  0.0176  0.0299  -0.0173
O  6.5653  1.7372  20.6307  0.0008  0.0359  0.0046
O  8.2217  16.9571  13.0038  0.0097  -0.0222  0.0051
O  1.098  11.6497  19.0254  -0.0107  -0.0098  0.009
O  -0.0334  17.2969  17.2808  0.0164  0.0152  -0.0314
O  7.5592  4.0024  11.3599  -0.0167  -0.055  0.0022
O  5.4454  14.3006  15.9709  0.0195  -0.0214  -0.0156
O  2.9749  11.243  23.0606  -0.0184  0.0109  -0.0537
O  10.7871  4.4175  20.3439  -0.0198  0.0122  -0.0029
O  8.9746  8.092  17.7569  0.0146  0.0113  -0.0044
O  7.9097  8.5866  20.1565  0.0164  -0.0018  -0.0122
O  12.775  18.6041  11.8112  -0.0039  0.0087  0.0206
O  6.3532  3.3  18.4291  0.0094  -0.0148  -0.0039
O  1.3243  15.4289  15.9395  -0.0222  0.0107  -0.0088
O  2.1915  16.1552  12.7378  -0.0124  -0.0042  -0.012
O  7.4576  10.1959  18.1265  -0.0071  -0.0072  -0.013
O  5.6139  4.192  20.7612  0.0179  0.0131  -0.0128
O  2.5825  9.5469  16.5185  -0.0014  -0.0242  0.0099
O  -5.2177  11.9771  17.2496  0.0246  0.0058  -0.0125
O  9.5082  1.2114  8.6781  -0.0707  0.0085  0.0568
O  10.9842  8.7683  16.1659  0.0097  -0.0331  0.0018
O  10.5123  13.3953  15.6997  0.0013  0.0196  0.0077
O  3.8928  14.256  13.8153  -0.0031  0.0044  -0.0104
O  -0.9915  1.8468  20.094  0  0.0142  -0.0371
O  7.178  2.5576  8.866  -0.1369  0.3059  0.2157
O  9.7897  11.8634  17.5916  0.0051  0.0326  0.0145
O  -1.0942  10.104  19.421  -0.0067  0.0033  -0.0149
O  1.2385  13.956  13.7419  0.0141  0.0215  0.0041
O  12.8771  10.0496  20.9371  0.0131  0.0332  -0.0043
O  10.0073  15.5003  14.3841  0.0097  0.0171  0.0011
O  1.5743  9.1113  14.0743  0.0128  -0.0098  -0.0054
O  0.3377  5.675  10.8621  0.0113  0.0072  0.0366
O  8.2026  3.8421  20.236  0.0018  -0.017  -0.0149
O  3.7905  9.2089  12.7285  -0.0132  -0.0031  -0.007
O  -5.8302  9.348  17.2451  0.0021  0.0226  0.0011
O  5.2126  3.1364  10.7142  0.0477  -0.0926  -0.0304
O  1.827  10.3192  11.6037  -0.0111  -0.0083  -0.0039
O  6.2803  4.4073  13.7037  0.0026  -0.0189  -0.0137
O  8.8638  1.5217  11.1789  0.0015  -0.0138  -0.0108

Results
free energy: -129425.090 eV
free energy less fixed offsets of O -569.03, Si -635.61 eV per atom: -2.170 eV

The program warned: the cutoff lies below the one the program advises for these potential files; the exchange-correlation potential is rough where the density is thin.
